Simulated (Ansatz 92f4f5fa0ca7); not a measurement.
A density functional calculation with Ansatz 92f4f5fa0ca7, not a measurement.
Periodic cell of 223 atoms, Si133O90, from a study of silicon, its oxide and their interface. The atomic structure is a simulated model.
Doubt: the cutoff is far below the 930 eV that the study's wrapper takes by default for these files, so forces and energies are approximate.

Settings: functional PBE; potential files Ansatz PAW; basis plane waves; wave-function cutoff 580 eV; density cutoff ratio 5; exchange-correlation grid ratio 1; k mesh 1 x 1 x 1, Gamma-centred; self-consistency stop 5e-08 eV per atom in the density residual; occupations fixed; spin none; net charge 0.

Cell vectors (angstrom)
a, 10.938, 0, 0
b, 0, 10.938, 0
c, 0, 0, 32.3422

Atoms: element, x, y, z (angstrom)
Si, 0.4786, -0.5928, 24.7479
Si, 5.5478, -0.2919, 24.8964
Si, 2.5781, 2.9714, 24.9382
Si, 8.0297, 2.988, 24.6405
Si, 0.3601, 5.237, 24.8407
Si, 4.8244, 6.0318, 24.8137
Si, 2.7072, 8.2242, 25.3079
Si, 7.9086, 8.5745, 24.6838
Si, 1.3683, 1.273, 26.0974
Si, 6.7834, 1.4535, 26.0224
Si, 4.0689, 4.2182, 26.2272
Si, 9.559, 4.117, 26.0673
Si, 1.2681, 6.7861, 26.3753
Si, 6.7661, 6.9135, 26.0291
Si, 4.1686, 9.5881, 26.4635
Si, 9.5685, 9.5737, 26.0769
Si, 2.7192, 0.0481, 27.6027
Si, 8.2055, 0.0729, 27.4648
Si, -0.041, 2.6998, 27.481
Si, 5.4719, 2.7692, 27.5084
Si, 2.7124, 5.4783, 27.639
Si, 8.1835, 5.4959, 27.4554
Si, -0.0979, 8.2261, 27.5737
Si, 5.5307, 8.1564, 27.6256
Si, 4.1018, 1.3673, 28.9239
Si, 9.5708, 1.3673, 28.9239
Si, 1.3673, 4.1018, 28.9239
Si, 6.8362, 4.1018, 28.9239
Si, 4.1018, 6.8362, 28.9239
Si, 9.5708, 6.8362, 28.9239
Si, 1.3673, 9.5708, 28.9239
Si, 6.8362, 9.5708, 28.9239
Si, 0, 0, 30.2912
Si, 5.469, 0, 30.2912
Si, 2.7345, 2.7345, 30.2912
Si, 8.2035, 2.7345, 30.2912
Si, 0, 5.469, 30.2912
Si, 5.469, 5.469, 30.2912
Si, 2.7345, 8.2035, 30.2912
Si, 8.2035, 8.2035, 30.2912
Si, 1.3673, 1.3673, 31.6584
Si, 6.8362, 1.3673, 31.6584
Si, 4.1018, 4.1018, 31.6584
Si, 9.5708, 4.1018, 31.6584
Si, 1.3673, 6.8362, 31.6584
Si, 6.8362, 6.8362, 31.6584
Si, 4.1018, 9.5708, 31.6584
Si, 9.5708, 9.5708, 31.6584
Si, 2.7345, 0, 0.6835
Si, 8.2035, 0, 0.6835
Si, 0, 2.7345, 0.6835
Si, 5.469, 2.7345, 0.6835
Si, 2.7345, 5.469, 0.6835
Si, 8.2035, 5.469, 0.6835
Si, 0, 8.2035, 0.6835
Si, 5.469, 8.2035, 0.6835
Si, 4.1018, 1.3673, 2.0507
Si, 9.5708, 1.3673, 2.0507
Si, 1.3673, 4.1018, 2.0507
Si, 6.8362, 4.1018, 2.0507
Si, 4.1018, 6.8362, 2.0507
Si, 9.5708, 6.8362, 2.0507
Si, 1.3673, 9.5708, 2.0507
Si, 6.8362, 9.5708, 2.0507
Si, 0, 0, 3.418
Si, 5.469, 0, 3.418
Si, 2.7345, 2.7345, 3.418
Si, 8.2035, 2.7345, 3.418
Si, 0, 5.469, 3.418
Si, 5.469, 5.469, 3.418
Si, 2.7345, 8.2035, 3.418
Si, 8.2035, 8.2035, 3.418
Si, 1.3076, 1.4225, 4.7203
Si, 6.8897, 1.3546, 4.8846
Si, 4.1933, 4.0246, 4.7247
Si, 9.5518, 4.096, 4.8657
Si, 1.3516, 6.8387, 4.8135
Si, 6.8697, 6.7887, 4.7468
Si, 4.1174, 9.578, 4.7393
Si, 9.6123, 9.5504, 4.8301
Si, 2.801, 0.1625, 5.9558
Si, 8.2294, -0.0989, 6.2797
Si, -0.0562, 2.6583, 6.2097
Si, 5.578, 2.8257, 6.2551
Si, 2.7437, 5.3343, 5.9433
Si, 8.2353, 5.543, 6.2511
Si, 0.1235, 8.2593, 6.3174
Si, 5.4336, 8.1162, 6.0129
Si, 3.8416, 1.7493, 7.4044
Si, 9.9788, 0.9069, 7.605
Si, 1.5948, 3.8749, 7.3688
Si, 6.6087, 4.5084, 7.6814
Si, 4.2133, 6.5047, 7.2958
Si, 9.3145, 7.1843, 7.6522
Si, 1.6016, 9.9446, 7.5402
Si, 6.8776, 9.2169, 7.4616
O, 10.9477, 5.9074, 23.3577
O, 4.4539, 0.0509, 23.7053
O, 8.02, 8.1703, 8.1184
O, 2.6954, 2.8031, 8.0106
O, 7.1485, 4.1048, 23.7958
O, 1.6848, 9.2164, 24.4238
O, 5.3965, 5.5921, 8.0056
O, 0.3553, -0.0062, 8.1037
O, 7.0579, 4.1654, 9.2612
O, 5.732, 9.7188, 8.5409
O, 9.9773, 6.5155, 9.0144
O, 2.8905, 9.5949, 8.8035
O, 4.3697, 1.0186, 8.7875
O, 1.0055, 4.721, 8.6445
O, 9.2784, 1.3611, 9.0328
O, 3.1931, 6.8983, 8.5288
O, 7.3595, 6.2428, 22.144
O, 8.7976, 2.1221, 23.4531
O, 5.0745, 5.5284, 23.2681
O, 3.3127, 2.4428, 23.5438
O, 10.8996, -0.2596, 23.2068
O, 3.6874, 7.2136, 24.4152
O, 1.5022, 4.1195, 24.4018
O, 6.7024, 9.6491, 24.2139
Si, 14.5968, 1.0785, 22.7299
Si, -1.3326, 2.5841, 22.1162
Si, 0.6817, 11.5367, 22.0174
Si, 11.5885, 0.7165, 14.9169
Si, 5.7467, -0.6994, 11.9142
Si, 11.65, 15.7169, 12.6097
Si, 9.37, 1.5255, 10.6532
Si, 5.2278, 4.0289, 19.9443
Si, 9.7987, 8.0371, 13.4817
Si, 10.3859, -2.9911, 16.4336
Si, 10.8046, 5.2532, 9.6564
Si, -0.3225, 5.4505, 21.8264
Si, 8.5251, -1.3018, 11.4314
Si, 8.7745, 5.0336, 13.1829
Si, 7.216, 3.5108, 15.5416
Si, 12.2592, 6.0333, 15.334
Si, 5.6592, 5.637, 17.2805
Si, 4.392, 10.3901, 9.2339
Si, 13.367, 1.4365, 18.6676
Si, 9.6464, 0.7658, 19.7907
Si, -1.1299, 2.2357, 16.9135
Si, 12.6084, 9.8539, 17.1639
Si, 5.1306, 1.1045, 20.0173
Si, 3.5669, 7.7391, 16.3891
Si, 12.9644, 4.0901, 19.9935
Si, -3.6285, 9.6639, 19.702
Si, 8.3916, 7.4435, 21.824
Si, 2.5345, 2.3707, 13.3544
Si, 5.6471, -1.4682, 14.797
Si, 2.6908, 8.0643, 9.5299
Si, -3.5682, -2.6824, 16.9779
Si, 0.8171, 11.5589, 11.9665
Si, 6.454, 4.9998, 22.6128
Si, 1.55, -7.1537, 17.1683
Si, 11.1413, 8.7556, 10.9508
Si, 5.411, 1.3903, 14.0177
Si, 8.1463, 4.0399, 10.4595
O, 8.1838, 2.5452, 11.1038
O, 5.658, -1.7353, 13.1795
O, 9.8447, 1.5566, 18.3906
O, 3.6303, -6.6827, 20.308
O, -1.3572, 8.8787, 10.4237
O, 0.0463, 0.183, 20.5599
O, 1.1157, 7.887, 9.9302
O, 15.0387, 2.3525, 13.784
O, 17.9158, -1.2647, 10.9852
O, 12.4791, 0.1391, 18.2409
O, 10.9302, 6.4051, 16.2363
O, 10.2778, -2.3588, 14.9304
O, 7.9126, 4.4603, 14.4209
O, 13.2644, 12.1255, 12.2323
O, 6.7722, 6.7546, 16.938
O, 11.1121, 11.155, 13.4321
O, 12.9537, 4.6647, 15.8874
O, 19.6441, -0.498, 19.4542
O, 0.2385, 13.1007, 22.2756
O, 5.9383, 0.7976, 12.5771
O, 5.6342, 2.5314, 19.3734
O, -2.0059, 1.8074, 20.8425
O, 5.1471, 0.0882, 14.9983
O, 7.9482, 5.0492, 11.7482
O, 12.5249, 2.041, 14.6526
O, 6.1078, 4.1433, 21.2927
O, 1.6925, 4.7091, 18.5174
O, 0.9089, 10.219, 11.0592
O, 3.8321, 0.7318, 19.102
O, 11.3487, 8.8513, 17.3746
O, 11.5117, 5.4517, 11.1271
O, 10.9146, 12.7376, 11.1741
O, 3.0314, -1.9862, 17.3689
O, 6.0473, 4.3456, 16.3393
O, -2.259, 8.1669, 23.2633
O, 1.0249, 16.8333, 13.7519
O, 10.165, 4.1575, 13.0012
O, 5.6817, 5.1279, 18.8332
O, 9.5554, 4.1908, 21.8752
O, 4.2096, 6.3966, 17.0793
O, 3.5208, 7.8422, 10.8838
O, 4.5136, -0.6154, 10.8639
O, 7.6324, 8.4982, 20.8109
O, 1.7993, 2.4279, 19.8567
O, 8.9553, -2.9167, 17.1586
O, -1.1631, 6.7408, 21.202
O, -2.3188, -1.9298, 12.9255
O, 9.0021, 0.224, 11.5297
O, -0.6631, 12.0566, 15.8059
O, 4.6281, 8.3811, 15.3802
O, 8.3503, 2.8775, 16.5536
O, 2.3178, -3.6462, 15.4679
O, -4.7535, 10.7995, 20.0977
O, 9.6349, 4.1376, 9.7968
O, 13.457, 2.4605, 17.3721
O, 2.2949, 0.4114, 22.1135
O, 11.0584, 8.0943, 12.4389
O, 6.5396, 2.2855, 14.7332
O, -1.7921, 6.5582, 13.5893
O, -0.0171, 3.4171, 16.947
O, 11.9704, 4.9095, 21.0277
O, 4.672, 1.4505, 21.5298
O, 7.0364, -1.7898, 15.6347
O, 12.5013, -0.4126, 15.668
O, 6.7938, -1.931, 18.309
O, 12.9163, 3.7466, 12.674

Results
free energy: -135729.976 eV
free energy less fixed offsets of O -568.88, Si -635.61 eV per atom: 5.354 eV

Forces (eV/angstrom), in the order of the atoms: element, x, y, z
Si, 0.0643, 0.0443, -0.2448
Si, -0.0215, 0.0418, -0.23
Si, -0.1464, 0.0488, -0.474
Si, 0.0333, -0.1471, -0.2548
Si, 0.0423, 0.0358, -0.5556
Si, -0.1381, 0.2314, -0.1622
Si, -0.0778, 0.022, -0.4557
Si, 0.0172, 0.0457, -0.3445
Si, -0.0058, -0.0069, -0.2174
Si, -0.0063, -0.1183, -0.0852
Si, 0.0488, 0.0952, -0.1663
Si, 0.0549, 0.0341, -0.053
Si, 0.0668, -0.0308, -0.1505
Si, -0.1208, -0.0824, -0.2614
Si, -0.0031, 0.0157, -0.1619
Si, 0.0304, 0.0274, -0.0404
Si, -0.0061, 0.1067, 0.114
Si, -0.0611, -0.0541, -0.042
Si, 0.1909, -0.0121, -0.0027
Si, -0.1332, 0.0146, 0.0783
Si, -0.0621, -0.103, 0.1863
Si, -0.0809, 0.0986, 0.012
Si, -0.0527, 0.0751, 0.1466
Si, 0.0771, -0.0456, 0.0973
Si, 0.0971, 0.5078, 0.0573
Si, -0.1241, 0.0657, -0.2175
Si, -0.3203, -0.5028, -0.0048
Si, 0.1667, 0.1628, -0.4413
Si, 0.1373, -0.0795, 0.4923
Si, -0.5853, -0.1086, -0.0029
Si, -0.2463, 0.0113, -0.0669
Si, 0.5143, 0.2917, -0.1181
Si, -0.0053, -0.0597, -0.0057
Si, 0.0705, 0.0404, -0.065
Si, 0.0036, -0.0013, 0.025
Si, 0.0733, 0.0082, -0.0433
Si, -0.0711, -0.1526, -0.0567
Si, -0.0962, 0.0096, 0.0192
Si, 0.0757, -0.0348, -0.031
Si, 0.0557, 0.0446, 0.0331
Si, 0.0532, 0.0233, -0.0141
Si, -0.0644, -0.0073, -0.0231
Si, 0.0011, -0.0095, -0.0016
Si, -0.0075, 0.0702, -0.0048
Si, 0.0171, 0.0285, -0.0388
Si, -0.0313, 0.0261, -0.0232
Si, -0.0701, 0.0315, -0.0281
Si, 0.0049, -0.0442, -0.0033
Si, 0.0546, -0.0478, 0.0185
Si, 0.0065, 0.0155, -0.0098
Si, -0.0113, -0.0177, 0.0251
Si, 0.0071, -0.0093, 0.0255
Si, 0.0035, 0.0202, 0.0014
Si, 0.0429, -0.0436, 0.0094
Si, 0.0248, 0.0125, 0.0265
Si, -0.0194, -0.0586, 0.0268
Si, -0.1115, -0.0091, -0.0371
Si, -0.0041, -0.0423, 0.0312
Si, 0.1185, 0.0794, 0.0365
Si, -0.1045, 0.048, -0.0392
Si, -0.0151, 0.0003, 0.0566
Si, -0.0674, -0.0107, -0.01
Si, 0.0134, -0.0456, -0.0026
Si, 0.0799, 0.1357, 0.0438
Si, -0.2452, -0.1494, -0.1911
Si, 0.4048, 0.3094, 0.168
Si, 0.2439, -0.0889, -0.4514
Si, -0.0117, 0.0105, 0.4709
Si, -0.2678, -0.0391, 0.3924
Si, 0.2621, -0.209, -0.4972
Si, -0.2614, 0.0072, 0.0409
Si, 0.3547, -0.1092, 0.0599
Si, -0.1787, 0.0267, -0.0394
Si, -0.0479, -0.0475, -0.0356
Si, -0.0275, -0.0491, -0.1193
Si, -0.0315, 0.0756, -0.1546
Si, 0.0573, 0.0597, -0.0901
Si, -0.037, -0.0248, -0.0471
Si, -0.0303, -0.0607, -0.0382
Si, 0.1069, -0.0213, 0.0821
Si, 0.4256, 0.0932, 0.3775
Si, 0.0947, -0.093, 0.1754
Si, 0.1205, -0.0979, 0.2341
Si, 0.0067, 0.0465, 0.2163
Si, 0.0107, 0.0209, 0.1934
Si, 0.0362, 0.0709, 0.1905
Si, -0.0021, 0.0541, 0.4199
Si, -0.094, -0.1577, 0.2897
Si, -0.2347, 0.4133, -0.0801
Si, -0.3326, 0.3418, 0.3127
Si, -0.0085, 0.1199, 0.3255
Si, -0.1311, 0.1514, 0.6557
Si, -0.2094, 0.0353, 0.4149
Si, 0.006, 0.0676, 0.178
Si, -1.6627, 0.4008, -1.1571
Si, 0.2704, -0.2335, -0.232
O, 0.0662, -0.0091, 0.5782
O, 0.1493, -0.0861, 0.198
O, 0.1818, -0.0156, -0.3977
O, 0.2048, -0.2009, -0.5685
O, 0.0733, -0.0847, 0.3129
O, -0.1633, 0.1998, 0.4728
O, 0.0721, -0.1421, -0.5405
O, 0.6735, -0.5067, -0.2251
O, -0.119, 0.0092, -0.69
O, -0.8001, 0.3019, 0.2129
O, -0.2132, 0.1781, -0.4115
O, -0.4014, 1.0867, -1.1175
O, -0.4006, -0.8085, -0.0349
O, 0.0265, -0.0668, -0.3069
O, 0.121, -0.1625, -0.5334
O, -0.1924, 0.3412, -1.924
O, -0.0689, -0.0157, 0.1112
O, -0.1186, 0.0757, 0.4483
O, -0.0447, 0.0301, 0.218
O, -0.1088, 0.0514, 0.3644
O, 0.003, -0.1221, 0.4013
O, 0.2578, -0.2168, 0.5091
O, -0.0649, -0.181, 0.5062
O, 0.1265, -0.0548, 0.5321
Si, 0.1095, 0.0392, -0.1853
Si, -0.1007, 0.0637, -0.4318
Si, -0.1223, 0.191, -0.4226
Si, -0.0567, 0.0181, -0.0903
Si, 0.0012, -0.5109, 0.2644
Si, 0.1605, -0.02, 0.281
Si, 0.1426, -0.0117, 0.6381
Si, -0.109, -0.1783, -0.3527
Si, 0.0432, -0.0086, -0.0987
Si, 0.0954, -0.0074, -0.2217
Si, 0.2627, -0.0085, 0.4842
Si, 0.0016, -0.2649, -0.3565
Si, -0.1399, -0.1466, 0.2887
Si, 0.1033, 0.0806, 0.1635
Si, 0.0438, -0.0255, -0.118
Si, 0.0282, -0.041, -0.1811
Si, 0.0056, 0.0316, 0.001
Si, 1.9597, 0.0109, 1.8149
Si, 0.0925, 0.1144, -0.1576
Si, -0.1948, -0.0005, -0.1432
Si, 0.0863, -0.0242, -0.0896
Si, -0.0772, 0.0201, -0.1534
Si, 0.1418, -0.0574, -0.413
Si, -0.0027, 0.0154, -0.2095
Si, 0.0676, 0.0396, -0.1561
Si, 0.0581, 0.2572, -0.0936
Si, -0.0983, -0.0051, -0.5066
Si, 0.0161, 0.0242, -0.0812
Si, -0.0417, -0.0803, -0.2549
Si, 2.4449, -3.1984, 5.9829
Si, -0.0543, 0.0922, -0.0717
Si, -0.0044, -0.1757, 0.2825
Si, 0.1417, -0.2308, -0.2271
Si, 0.0143, -0.0304, -0.1039
Si, 0.3075, -0.2265, 0.6046
Si, -0.1012, -0.0427, -0.0042
Si, -0.0721, 0.0578, 0.5277
O, -0.0544, 0.0356, -0.2295
O, 0.0654, 0.1835, 0.1044
O, 0.0012, -0.0443, 0.1158
O, 0.0082, 0.0232, 0.1026
O, -0.0342, 0.0915, -0.0969
O, 0.1859, -0.0442, 0.2107
O, -1.1044, 0.6504, -1.3928
O, 0.0389, -0.0105, 0.0398
O, 0.0203, 0.0969, -0.1253
O, 0.0166, -0.0404, 0.0653
O, -0.0366, 0.0525, 0.0869
O, 0.0009, -0.0111, 0.0692
O, -0.0245, -0.0164, -0.0006
O, -0.1202, -0.0025, -0.0558
O, 0.0236, -0.0677, 0.0082
O, 0.0332, 0.0505, -0.0302
O, 0.0126, -0.0128, 0.0551
O, 0.0448, -0.019, 0.0234
O, 0.1553, -0.1353, 0.1598
O, -0.0183, 0.0071, -0.0794
O, -0.0495, 0.0261, 0.1533
O, 0.0815, 0.0733, 0.164
O, 0.008, 0.0227, 0.051
O, 0.0167, -0.0999, -0.3369
O, 0.019, -0.0276, 0.0431
O, 0.1193, 0.0991, 0.2867
O, -0.0139, -0.0329, 0.0452
O, 0.0218, 0.1866, -0.2903
O, -0.0231, 0.005, 0.0517
O, -0.0159, -0.0141, 0.085
O, -0.2767, 0.0287, -0.4709
O, -0.1688, 0.0474, -0.2626
O, 0.0132, -0.0151, 0.0912
O, -0.0445, 0.0422, 0.0424
O, -0.0701, 0.1334, 0.5213
O, -0.0843, -0.0049, 0.014
O, 0.0588, 0.0128, -0.0526
O, 0.0106, 0.022, 0.0445
O, 0.0331, 0.088, 0.0337
O, 0.0362, -0.0583, 0.0851
O, -0.5525, 1.1137, -1.8768
O, -0.4117, 0.6119, -1.1641
O, 0.1274, -0.18, 0.218
O, -0.0146, 0.0214, 0.1288
O, -0.0362, -0.0432, 0.0878
O, -0.0556, 0.1092, 0.1727
O, -0.0155, 0.0428, -0.0976
O, 0.0987, 0.1299, -0.1706
O, -0.0179, 0.0191, -0.0075
O, -0.0133, 0.0303, 0.0764
O, -0.0472, 0.0394, 0.0332
O, 0.0224, 0.0046, 0.0721
O, -0.0495, -0.0561, 0.0423
O, 0.0654, -0.0851, -0.1798
O, -0.0098, -0.0284, 0.0777
O, 0.0831, -0.0329, 0.0772
O, -0.1123, 0.0317, -0.1621
O, 0.0305, -0.0028, 0.0379
O, -0.0419, -0.0624, -0.0388
O, -0.0387, 0.0302, 0.0457
O, -0.0902, 0.07, 0.1079
O, -0.1409, 0.0317, 0.3003
O, 0.022, -0.0008, 0.0452
O, 0.0507, -0.0553, 0.0828
O, -0.0622, -0.0407, 0.0204
O, -0.0569, 0.0103, -0.0028

The program warned: the cutoff lies below the one the program advises for these potential files; the forces do not sum to zero within the program's tolerance; the exchange-correlation potential is rough where the density is thin.
